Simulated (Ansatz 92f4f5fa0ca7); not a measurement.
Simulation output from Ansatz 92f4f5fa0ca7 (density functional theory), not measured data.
Periodic cell of 222 atoms, Si131O89As2, from a study of silicon, its oxide and their interface. The atomic structure is a simulated model.
Doubt: the cutoff is far below the 930 eV that the study's wrapper takes by default for these files, so forces and energies are approximate.
This geometry differs little from another in the collection (a relaxation step or a small displacement).

Settings
functional: PBE
potential files: Ansatz PAW
basis: plane waves
wave-function cutoff: 580 eV
density cutoff ratio: 5
exchange-correlation grid ratio: 1
k mesh: 1 x 1 x 1, Gamma-centred
self-consistency stop: 5e-08 eV per atom in the density residual
occupations: fixed
spin: none
net charge: 0

Cell vectors (angstrom)
a  10.938  0  0
b  0  10.938  0
c  0  0  32.1988

Atoms: element, x, y, z (angstrom)
Si  10.4487  0.2669  24.7681
Si  5.7261  10.6477  24.7167
Si  2.5004  2.8956  24.6328
Si  8.3444  2.5812  24.9022
Si  0.3244  5.2027  24.7411
As  5.0205  5.8397  24.7886
As  2.9929  8.0138  24.2889
Si  7.9495  8.4038  24.731
Si  1.3087  1.3222  25.9475
Si  6.8245  1.283  26.1336
Si  4.0839  4.0066  26.0491
Si  9.6528  4.101  26.1131
Si  1.4766  6.8687  25.9546
Si  6.8372  6.7919  26.0711
Si  4.1002  9.46  25.9585
Si  9.4673  9.5659  26.1346
Si  2.7212  -0.0491  27.2954
Si  8.1735  -0.0272  27.5469
Si  0.034  2.6778  27.4449
Si  5.4546  2.679  27.4297
Si  2.7528  5.4617  27.4021
Si  8.244  5.4583  27.4206
Si  0.0244  8.1806  27.3477
Si  5.4547  8.1704  27.428
Si  4.0616  1.317  28.7502
Si  9.5874  1.3518  28.827
Si  1.3807  4.0858  28.7762
Si  6.8449  4.0812  28.7682
Si  4.1038  6.8103  28.7953
Si  9.5993  6.8363  28.7691
Si  1.3728  9.5576  28.7354
Si  6.801  9.5352  28.8351
Si  0.0224  -0.0234  30.1507
Si  5.4463  -0.0012  30.1577
Si  2.7421  2.7208  30.1403
Si  8.2095  2.7299  30.1561
Si  0.0127  5.4592  30.1438
Si  5.4827  5.4533  30.1484
Si  2.7328  8.2005  30.1366
Si  8.2189  8.1853  30.1533
Si  1.3673  1.3673  31.515
Si  6.8362  1.3673  31.515
Si  4.1018  4.1018  31.515
Si  9.5708  4.1018  31.515
Si  1.3673  6.8362  31.515
Si  6.8362  6.8362  31.515
Si  4.1018  9.5708  31.515
Si  9.5708  9.5708  31.515
Si  2.7345  0  0.6835
Si  8.2035  0  0.6835
Si  0  2.7345  0.6835
Si  5.469  2.7345  0.6835
Si  2.7345  5.469  0.6835
Si  8.2035  5.469  0.6835
Si  0  8.2035  0.6835
Si  5.469  8.2035  0.6835
Si  4.123  1.3595  2.051
Si  9.5657  1.3591  2.05
Si  1.368  4.1206  2.0338
Si  6.8503  4.0845  2.0553
Si  4.1072  6.8269  2.0513
Si  9.5804  6.8348  2.0477
Si  1.3822  9.5502  2.0468
Si  6.8294  9.5912  2.0467
Si  -0.004  -0.0294  3.3826
Si  5.4888  0.0136  3.4616
Si  2.7745  2.7826  3.3606
Si  8.1929  2.7016  3.4437
Si  0.0198  5.4803  3.4276
Si  5.4849  5.4655  3.4021
Si  2.7661  8.2083  3.4387
Si  8.2087  8.226  3.3742
Si  1.3895  1.3966  4.621
Si  6.8431  1.354  4.8989
Si  4.1541  4.0899  4.7939
Si  9.5744  4.0888  4.7543
Si  1.4104  6.8368  4.8121
Si  6.8245  6.8924  4.7175
Si  4.1315  9.5827  4.8358
Si  9.5553  9.5557  4.7787
Si  2.7445  0.1209  6.0453
Si  8.2052  -0.0558  6.2517
Si  0.025  2.6771  6.0308
Si  5.4724  2.7317  6.2805
Si  2.813  5.483  6.1682
Si  8.1731  5.4896  6.0271
Si  0.0087  8.1946  6.1443
Si  5.5242  8.2267  6.2155
Si  3.8313  1.5821  7.5901
Si  9.8365  1.1459  7.4399
Si  1.6235  3.8076  7.2981
Si  6.6487  4.4265  7.4591
Si  4.4037  6.6395  7.5314
Si  9.3576  6.9619  7.3929
Si  1.1397  9.9286  7.2766
Si  7.1507  9.2385  7.6489
O  8.3002  8.0979  7.9043
O  2.7096  2.7437  7.9403
O  9.4259  1.4814  24.3163
O  0.0279  0.0331  7.9445
O  5.5237  5.5167  8.016
O  6.8379  9.5198  24.2017
O  1.4226  4.0782  24.1854
O  3.8613  7.3937  8.9192
O  0.8046  4.3888  8.5854
O  9.807  6.1891  8.7859
O  2.1231  9.3969  8.4756
O  7.5127  3.9395  8.7759
O  4.2618  0.9383  9.0581
O  6.7108  9.5786  9.1965
O  9.206  1.8639  8.7831
O  7.6171  3.3229  23.6331
O  10.5428  5.8346  23.411
O  5.13  0.4331  23.3703
O  5.7655  5.2421  23.2459
O  3.1258  2.2024  23.2676
O  2.0838  9.4046  23.3994
O  8.6645  7.7448  23.4045
O  -0.3042  10.4645  23.3259
Si  4.4135  1.5778  22.4544
Si  3.486  7.9686  13.9944
Si  7.1043  1.004  14.635
Si  0.7494  9.5597  22.4815
Si  1.1788  4.3338  11.8557
Si  6.2625  9.0065  15.2784
Si  0.6688  1.3958  12.2676
Si  8.6098  5.008  20.5016
Si  0.3226  5.7312  9.3405
Si  5.0892  3.1747  17.9156
Si  0.8717  3.801  16.7076
Si  10.3834  2.9323  19.175
Si  5.2761  1.2026  10.3332
Si  0.8477  0.2716  19.7544
Si  6.6365  9.4822  10.8355
Si  9.312  9.7425  18.2513
Si  9.3872  9.2671  12.5168
Si  6.5198  3.9407  22.6029
Si  2.4418  8.0816  9.3572
Si  10.5821  7.4209  17.0508
Si  2.5006  6.3415  16.5484
Si  10.1695  4.5309  14.1535
Si  6.1187  9.2376  18.4727
Si  7.9662  2.5875  9.5562
Si  8.8722  2.1798  12.4239
Si  5.3241  6.302  18.0417
Si  3.9114  0.6114  19.4388
Si  4.2727  3.8647  12.0245
Si  5.5355  6.6264  12.1126
Si  7.9938  2.5709  17.1793
Si  4.3438  2.515  14.9436
Si  1.52  1.2542  15.2362
Si  1.5641  9.4398  12.0078
Si  8.0437  6.8869  13.8307
Si  10.3637  9.8678  15.4344
Si  9.8555  7.0291  22.5422
Si  8.0905  5.547  17.3974
O  6.043  7.9815  11.2649
O  5.9957  9.2385  16.8548
O  7.6656  1.4071  13.1636
O  0.885  1.7791  13.8366
O  9.416  6.3097  16.8731
O  6.7496  6.2284  13.116
O  5.1228  4.714  18.5774
O  9.2167  2.2349  18.224
O  2.3555  0.1619  19.0417
O  9.3521  10.257  16.6786
O  2.7857  4.46  11.6781
O  5.0488  10.3779  19.0567
O  9.4174  3.2816  13.4604
O  0.4562  1.8612  19.8807
O  3.135  1.4  15.0477
O  8.1316  5.4342  19.0142
O  3.8775  6.6482  17.3667
O  4.5636  3.3238  16.3582
O  9.0626  5.7117  14.2823
O  5.46  2.7884  22.1508
O  10.6542  4.191  15.6525
O  0.3216  3.9586  18.2353
O  10.399  10.6361  19.0794
O  9.646  10.0498  13.9679
O  10.9793  8.1255  22.104
O  1.1729  2.2132  16.5029
O  9.7162  3.809  20.3797
O  8.1029  4.1033  16.653
O  -0.0453  9.1211  11.8524
O  6.5716  2.4671  17.9754
O  5.5757  10.7371  11.1783
O  7.7308  9.6481  18.7902
O  10.019  1.058  12.0323
O  1.3114  6.9735  9.0366
O  0.6254  4.7938  13.3251
O  5.6848  7.6813  18.9577
O  5.233  5.1098  11.4942
O  2.711  7.0358  15.0895
O  0.9081  2.7709  11.4366
O  0.8353  10.729  15.5265
O  2.4068  8.6057  10.8881
O  4.6943  2.4542  11.2519
O  4.2392  3.5411  13.6541
O  2.1907  4.7329  16.4413
O  10.6989  8.2847  15.6594
O  6.9322  10.3352  14.642
O  2.3335  8.9888  13.393
O  8.0163  1.5902  15.8688
O  4.1172  7.0218  12.8253
O  4.1661  2.0715  18.7085
O  7.2942  4.4579  21.2779
O  8.4066  2.9596  11.0748
O  1.17  6.9122  17.3316
O  5.6313  1.601  14.7304
O  8.1273  9.7844  11.5419
O  9.2235  6.3347  21.2185
O  8.9458  7.7394  12.8029
O  1.6399  0.1467  11.8465
O  6.6322  6.2197  17.0416
O  7.3963  7.8465  14.9989
O  1.0777  10.4016  21.1384
O  10.031  8.2763  18.3185
O  3.9666  0.8823  21.0558
O  0.334  5.3609  10.9093
O  6.6925  1.59  9.6216
O  4.7797  8.7494  14.6283

Results
free energy: -143605.868 eV
free energy less fixed offsets of As -4856.12, O -568.88, Si -635.61 eV per atom: 1.602 eV

Forces (eV/angstrom), in the order of the atoms: element, x, y, z
Si  0.0283  0.0059  -0.0481
Si  0.0255  0.0135  0.027
Si  -0.031  -0.015  -0.0017
Si  0.0001  0.0036  -0.1403
Si  -0.0048  -0.0218  -0.0058
As  -0.0308  0.0341  0.157
As  0.0181  -0.0462  -0.0577
Si  -0.0008  0.0317  -0.0067
Si  0.0088  -0.0248  -0.0235
Si  -0.0185  0.0267  -0.0168
Si  -0.0054  0.0642  0.0133
Si  -0.0048  0.0113  -0.0155
Si  -0.0055  0.0148  0.0557
Si  -0.0367  0.0004  0.0174
Si  -0.032  0.0446  0.0368
Si  0.0113  -0.0248  -0.0077
Si  0.0143  -0.0128  0.0028
Si  -0.0073  0.0005  -0.0055
Si  0.0004  0.0183  0.002
Si  0.0347  0.0174  -0.0104
Si  -0.0028  -0.0041  -0.013
Si  -0.0284  -0.0226  -0.0107
Si  0.0198  -0.0015  -0.0134
Si  0.029  -0.0039  0
Si  -0.0269  0  -0.0204
Si  0.0014  0.0032  0.0349
Si  -0.0155  0.0285  0.0263
Si  -0.0029  -0.0021  -0.0025
Si  -0.0023  -0.0112  0.0206
Si  0.0022  0.0109  -0.019
Si  0.0079  -0.0007  -0.017
Si  -0.053  -0.0027  0.0379
Si  -0.0015  0.0005  -0.0055
Si  0.0238  -0.0125  -0.0104
Si  0.0115  0.0014  -0.0004
Si  -0.0017  0.0013  -0.0101
Si  0.0005  -0.0232  -0.0113
Si  0.0005  0.0029  -0.0078
Si  -0.0057  -0.0023  -0.0052
Si  -0.0022  0.0038  -0.0054
Si  0.0285  -0.0272  0.0037
Si  -0.0421  0.0203  -0.0493
Si  0.0647  -0.1209  -0.0312
Si  0.0108  0.0604  -0.0154
Si  0.0269  0.0391  -0.0821
Si  0.0842  -0.1087  0.0349
Si  -0.1686  -0.0779  0.033
Si  0.0504  -0.0267  0.027
Si  0.0542  -0.0258  0.0795
Si  -0.0542  0.0576  -0.1085
Si  -0.0612  -0.0078  0.0455
Si  0.092  -0.0304  -0.0073
Si  -0.0332  0.1703  -0.1534
Si  0.0633  -0.0809  0.0775
Si  0.0622  -0.1065  -0.0506
Si  -0.0324  0.0467  0.036
Si  -0.0102  0.0083  0.0084
Si  -0.0016  -0.0015  -0.0021
Si  0.0115  -0.002  0.0079
Si  -0.0063  0.0102  0.0022
Si  -0.0074  0.0006  -0.0033
Si  -0.004  0.0044  0.0092
Si  -0.0141  0.0103  0.0074
Si  0.0047  -0.0051  0.0013
Si  -0.0176  -0.0261  -0.0189
Si  0.0164  0.0008  0.0241
Si  0.0182  0.0344  -0.0324
Si  -0.0129  -0.0229  0.0162
Si  0.0119  0.0022  0.0073
Si  -0.0058  -0.0103  -0.0065
Si  0.0181  -0.0012  0.0185
Si  -0.0013  0.0167  -0.0218
Si  -0.0011  -0.003  0.0279
Si  -0.0008  0.0046  -0.0196
Si  -0.0039  -0.0055  0.0079
Si  0.0007  0.0065  -0.004
Si  -0.0057  -0.0033  -0.0104
Si  -0.0027  -0.0009  0.0149
Si  -0.0075  -0.005  -0.0174
Si  0.0067  0.0069  0.0097
Si  -0.0008  -0.0076  0.0092
Si  0.0025  0.0024  0.0024
Si  -0.0007  0.0043  0.0086
Si  0.0029  0.0047  0.0017
Si  0.0001  -0.0068  0.001
Si  -0.0025  0.0009  0.0067
Si  0  0.0073  0.0025
Si  0.0022  0.0009  0.0079
Si  -0.005  0.0101  -0.0129
Si  0.0024  -0.0087  -0.0147
Si  0.0113  -0.0025  -0.01
Si  -0.0088  -0.0064  -0.0226
Si  -0.0021  0  -0.0134
Si  0.0009  -0.0009  -0.0142
Si  -0.0051  0.0012  -0.0136
Si  0.0029  -0.0011  -0.0216
O  0.0031  0.0026  0.0074
O  -0.0041  0.0078  0.0046
O  -0.0522  0.0678  0.109
O  -0.0034  -0.001  0.0073
O  -0.001  0.0015  0.0103
O  -0.0011  -0.0111  0.0116
O  0.0016  0.0123  0.0181
O  0.0014  0.0017  0.005
O  -0.0054  0.0041  0.0066
O  0.0004  -0.0017  0.0043
O  0.0072  -0.0042  0.0085
O  0.0061  -0.0024  0.0122
O  0.0044  -0.0033  0.0102
O  -0.0044  0.0023  0.0133
O  -0.0038  0.0036  0.0056
O  0.0116  -0.0355  0.0837
O  -0.0139  0.0069  -0.0115
O  -0.0085  0.0104  -0.0149
O  0.0772  -0.1501  -0.2004
O  0.012  0.0004  -0.0075
O  -0.1075  -0.0183  -0.0005
O  0.0079  -0.0075  -0.0049
O  0.0444  -0.0554  -0.0684
Si  0.0016  0.0106  0.0027
Si  0.0005  0.0031  -0.002
Si  0.0022  0.0024  0.0006
Si  0.0379  -0.0035  0.0923
Si  -0.0009  0.005  -0.0039
Si  -0.0016  0  0.0034
Si  0.0002  0.0025  -0.0017
Si  -0.0434  -0.0205  0.0514
Si  0.0006  -0.0009  -0.0109
Si  -0.0017  0.0003  0.0007
Si  -0.0061  0.0025  0.0047
Si  -0.0018  0.0005  0.0139
Si  -0.0026  0.0004  -0.0096
Si  -0.0129  -0.0102  -0.0051
Si  -0.005  0.0041  -0.0085
Si  -0.0001  0.009  0.0053
Si  0.0006  0.0026  -0.0003
Si  -0.0332  0.0747  0.0319
Si  -0.002  0.0013  -0.0138
Si  -0.0016  0.0021  0.0061
Si  -0.0003  0.0014  -0.0001
Si  0.0008  0.0002  -0.001
Si  0.0008  0.0001  0.0031
Si  -0.0009  0.0033  -0.0092
Si  -0.0024  0.0029  -0.0027
Si  0.0024  0.0041  0.0017
Si  -0.0073  -0.0033  0.006
Si  -0.0017  -0.0018  -0.0007
Si  -0.0006  0.0012  -0.0002
Si  -0.0023  -0.0009  0.0025
Si  -0.0016  -0.0009  -0.0011
Si  -0.0035  -0.0001  0.0012
Si  0.003  -0.0015  -0.0054
Si  0.0003  0.0032  0.0022
Si  -0.0042  0.0008  0.0042
Si  -0.0026  -0.0123  -0.0105
Si  0.0009  0.0026  0.0035
O  -0.0012  -0.0025  0.0031
O  0.0001  0.0021  -0.0016
O  -0.0027  -0.0001  0.0026
O  -0.0001  0.0011  0.0034
O  -0.0019  0.0016  0.0013
O  0.0003  0.0004  0.0005
O  -0.0016  0.0015  0.0011
O  -0.001  0.0067  0.0013
O  0.0053  0.0039  0.0048
O  0.0008  -0.0019  -0.005
O  -0.0006  0.0016  0.0003
O  0.0006  0.0015  0
O  0  0.0025  0.0009
O  -0.0022  0.0035  0.0021
O  0.0019  0.002  0.0015
O  -0.0006  0.0033  0.0237
O  -0.0033  0.0016  0.0012
O  -0.0012  0.0004  0.002
O  -0.0009  0.0011  -0.0007
O  0.0327  0.0232  0.0167
O  0.0026  0.0005  0.0054
O  0.0032  0.0017  -0.0074
O  0.0013  0.0002  0.0016
O  0.0001  0.0034  0.0021
O  0.0344  0.0609  0.0324
O  0  0.0024  -0.0002
O  -0.0204  0.0303  0.0044
O  -0.0014  0.0007  -0.0006
O  -0.0034  0.0015  0.0005
O  -0.0019  0.0025  0.0007
O  0.0002  -0.0006  0.0019
O  -0.0037  0  0.0004
O  0.0007  0.0004  0.0016
O  -0.0014  0.0012  0.0049
O  -0.0019  0.0008  0.0031
O  -0.0023  -0.0008  -0.0007
O  -0.0007  0.0028  0.0011
O  -0.0015  0  0.0033
O  -0.0007  0.0009  0.0028
O  -0.0002  0.0033  -0.0003
O  -0.0031  0.0056  0.0088
O  -0.0014  0.0066  0.0041
O  -0.0005  -0.0003  0.0041
O  -0.0011  0.0038  -0.0008
O  0.0006  0.0022  -0.0016
O  -0.0022  0.0014  0
O  0.0003  0.0003  0.0033
O  -0.0028  0.0019  0.0008
O  -0.0018  0.0016  0.0021
O  0.0032  0.0061  -0.0021
O  0.0772  0.0295  -0.0423
O  0.0006  0.0007  0.0081
O  0.0022  -0.0003  -0.0009
O  -0.0027  0.0021  0.0023
O  0.0038  0.0004  0.0017
O  -0.014  -0.0465  -0.0154
O  -0.0016  0.0004  0.0005
O  -0.0028  0.0019  0.0017
O  0  0.0003  0.001
O  -0.0009  0.0009  0.0003
O  -0.0092  0.0002  0.0049
O  -0.0001  -0.0007  -0.0003
O  -0.0022  0.0022  -0.0025
O  0.0034  -0.0026  0.0086
O  -0.0014  0.0012  0.0034
O  -0.0002  0.0009  0.0008

The program warned: the cutoff lies below the one the program advises for these potential files; the exchange-correlation potential is rough where the density is thin.
